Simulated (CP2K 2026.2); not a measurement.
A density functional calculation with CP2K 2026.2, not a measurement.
Periodic cell of 505 atoms, Si360O143H2, from a study of silicon, its oxide and their interface. The atomic structure is a simulated model.
Doubt: the forces sum to 2.00 eV/angstrom along one axis rather than to zero, so they err by at least 0.0040 eV/angstrom per atom on average; the grid cutoff is modest.

Settings: functional PBE; method Gaussian and plane waves; basis set DZVP-MOLOPT-SR-GTH; pseudopotentials GTH-PBE; grid cutoff 350 Ry, relative cutoff 50 Ry; k points Gamma only; occupations fixed; spin none; net charge 0.

Cell vectors (angstrom)
a	16.32	0	0
b	0	16.32	0
c	3.7544	-5.1322	34.2005

Atoms and the computed forces on them: element, x, y, z (angstrom), force x, y, z (eV/angstrom)
Si	0.941	15.236	0.047	0.126	-0.012	-0.292
Si	3.89	1.668	0.151	-0.133	0.12	-0.202
Si	1.6	3.695	0.293	-0.053	-0.005	-0.252
Si	3.854	6.85	0.01	0.008	-0.155	-0.52
Si	1.7	9.19	0.092	-0.158	0.137	-0.506
Si	8.087	6.943	34.169	-0.023	0.104	-0.2
Si	7.087	14.774	0.013	0.025	-0.032	-0.238
Si	9.457	1.529	0.057	-0.026	-0.101	-0.146
Si	10.983	-1.378	34.191	-0.244	0.127	-0.287
Si	9.726	6.461	0.162	0.102	0.049	-0.024
Si	6.423	9.75	0.135	0.058	0.078	-0.256
Si	9.21	12.511	0.141	-0.049	-0.024	-0.3
Si	12.413	14.65	0.008	-0.066	-0.004	-0.192
Si	15.119	1.193	0.167	0.03	0.005	-0.292
Si	11.969	4.347	0.12	0.14	0.128	-0.228
Si	14.719	7.072	0.209	-0.066	0.013	-0.309
Si	12.524	9.225	0.138	0.056	-0.067	-0.281
Si	18.423	7.293	34.113	0.136	-0.197	-0.242
Si	2.702	-0.028	1.323	-0.181	0.04	-0.252
Si	5.492	2.799	1.42	0.194	-0.037	-0.205
Si	2.753	5.369	1.477	-0.086	-0.058	-0.16
Si	5.366	8.085	1.403	-0.026	0.057	-0.089
Si	2.76	10.886	1.341	0.14	-0.067	-0.132
Si	5.479	13.617	1.36	0.066	-0.066	-0.26
Si	8.254	-0.033	1.4	-0.027	0.096	-0.219
Si	10.883	2.74	1.474	-0.008	0.081	-0.217
Si	8.219	5.3	1.503	-0.028	0.027	-0.221
Si	10.886	8.101	1.44	-0.009	-0.014	-0.355
Si	8.072	10.88	1.427	-0.008	0.036	-0.23
Si	10.853	13.589	1.447	0.024	-0.036	-0.164
Si	13.54	-0.062	1.386	0.097	-0.099	-0.188
Si	16.314	2.614	1.602	0.047	0.113	-0.231
Si	13.567	5.461	1.487	-0.038	-0.049	-0.245
Si	16.339	8.209	1.462	0.096	-0.11	-0.127
Si	13.641	10.856	1.407	-0.02	0.06	-0.22
Si	16.224	13.582	1.357	-0.113	-0.024	-0.188
Si	1.395	1.259	2.868	0.013	-0.126	0.15
Si	4.159	4.105	2.86	0.062	0	0.079
Si	1.334	6.748	2.801	0.028	0.051	0.033
Si	4.051	9.495	2.8	-0.053	-0.064	0.077
Si	1.346	12.237	2.698	0.004	0	-0.056
Si	4.065	14.945	2.701	0.018	-0.008	0.105
Si	6.806	1.321	2.754	0.032	-0.003	-0.024
Si	9.536	4.012	2.92	-0.012	-0.059	0.171
Si	6.802	6.75	2.754	0.012	0.016	-0.07
Si	9.492	9.497	2.749	-0.009	0.035	-0.036
Si	6.771	12.254	2.826	-0.008	-0.001	0.06
Si	9.569	14.976	2.834	0.013	0.019	0.133
Si	12.24	1.332	2.779	0.026	-0.006	0.043
Si	14.941	4.066	2.833	-0.032	0.036	-0.004
Si	12.229	6.794	2.888	-0.036	0.001	0.105
Si	15.024	9.583	2.83	0.001	0.021	0.127
Si	12.206	12.168	2.775	-0.001	-0.009	0.064
Si	14.901	14.904	2.806	-0.05	0.039	0.049
Si	16.297	-0.077	4.206	0.101	-0.033	-0.072
Si	2.763	2.692	4.182	-0.027	-0.048	-0.046
Si	16.308	5.411	4.198	0.023	0.023	0.029
Si	2.692	8.128	4.183	0.003	0.089	-0.1
Si	16.373	10.921	4.188	-0.101	-0.056	0.014
Si	2.712	13.58	4.096	0.035	0.013	0.011
Si	5.422	-0.033	4.125	0.047	0.022	-0.031
Si	8.137	2.643	4.222	0.051	0.045	-0.086
Si	5.483	5.459	4.227	-0.087	-0.056	0.006
Si	8.148	8.129	4.131	0.022	-0.017	0.045
Si	5.42	10.856	4.186	0.043	0.002	-0.078
Si	8.174	13.603	4.18	-0.04	-0.054	-0.05
Si	10.905	0.007	4.211	-0.075	-0.023	-0.013
Si	13.592	2.68	4.179	0.016	0.013	0.002
Si	10.88	5.414	4.261	0.039	0.036	-0.074
Si	13.637	8.187	4.188	-0.059	-0.057	-0.06
Si	10.848	10.83	4.16	0.047	0.036	0.02
Si	13.553	13.539	4.184	0.035	0.069	-0.096
Si	17.665	-1.388	16.536	-0.001	0.008	0.03
Si	4.067	1.328	16.505	-0.02	0.005	0.025
Si	17.685	4.063	16.542	-0.024	0.007	0.065
Si	4.107	6.775	16.561	0.01	-0.029	0.052
Si	17.715	9.515	16.555	-0.017	-0.05	0.029
Si	4.076	12.194	16.543	0.044	0.009	0.029
Si	6.809	-1.387	16.55	-0.046	-0.026	0.018
Si	9.469	1.327	16.52	-0.004	0.089	-0.014
Si	6.814	4.086	16.557	0.012	-0.011	0.048
Si	9.545	6.791	16.561	0.001	-0.024	0.053
Si	6.826	9.493	16.557	0.006	0.006	0.036
Si	9.532	12.183	16.553	-0.004	0.024	0.015
Si	12.229	-1.416	16.523	0.026	-0.023	0.028
Si	14.959	1.347	16.543	-0.014	-0.01	0.013
Si	12.24	4.075	16.556	-0.018	-0.054	0.024
Si	14.954	6.785	16.554	-0.004	0.037	0.035
Si	12.249	9.486	16.6	-0.01	0.035	0.078
Si	14.958	12.205	16.548	0.032	-0.002	0.067
Si	2.684	0.005	17.89	0.049	-0.052	0.071
Si	5.444	2.669	17.859	-0.072	0.012	-0.018
Si	2.766	5.38	17.922	-0.028	0.049	0.061
Si	5.454	8.162	17.939	0.048	-0.028	-0.001
Si	2.744	10.859	17.974	-0.011	0.008	0.003
Si	5.442	13.552	17.892	-0.001	0.018	0.075
Si	8.155	-0.032	17.95	0.039	0.011	0.005
Si	10.803	2.721	17.855	-0.046	-0.049	0.048
Si	8.155	5.488	17.946	0.069	-0.022	0.112
Si	10.918	8.09	17.995	-0.06	0.026	-0.041
Si	8.23	10.793	17.95	-0.081	0.051	0.088
Si	10.866	13.562	17.923	0.007	-0.062	0.01
Si	13.597	-0.056	17.866	-0.009	0.057	0.07
Si	16.303	2.73	17.928	0.048	-0.051	0.047
Si	13.594	5.44	17.952	0.048	-0.001	-0.019
Si	16.342	8.151	17.893	0.008	0.037	0.102
Si	13.608	10.874	17.965	0.014	-0.061	0.087
Si	16.335	13.547	17.919	-0.031	0.051	-0.045
Si	17.687	1.394	19.306	0.03	0.094	0.013
Si	4.146	3.992	19.289	-0.034	-0.007	-0.058
Si	17.712	6.778	19.245	0.006	0.003	-0.205
Si	4.12	9.5	19.35	0.028	0.037	-0.061
Si	17.685	12.218	19.341	0.008	-0.005	-0.04
Si	4.029	-1.401	19.223	-0.07	-0.017	-0.104
Si	6.746	1.332	19.272	-0.015	-0.016	-0.012
Si	9.517	4.112	19.301	0.067	-0.015	-0.07
Si	6.819	6.872	19.366	0.064	0.064	-0.044
Si	9.565	9.415	19.4	-0.043	0.038	0.016
Si	6.841	12.189	19.251	0.073	0.011	-0.165
Si	9.518	-1.414	19.321	-0.025	-0.015	-0.061
Si	12.11	1.265	19.141	-0.149	-0.099	-0.15
Si	14.92	4.067	19.32	0.109	-0.011	-0.063
Si	12.288	6.764	19.411	-0.049	0.026	0.116
Si	15.016	9.509	19.319	0.123	0.048	-0.012
Si	12.207	12.229	19.341	-0.012	0.008	-0.07
Si	14.988	-1.384	19.258	-0.041	-0.03	-0.079
Si	16.283	0.033	20.628	0.082	-0.047	0.277
Si	2.804	2.678	20.742	-0.064	-0.209	0.312
Si	16.384	5.42	20.636	-0.097	0.02	0.107
Si	2.731	8.122	20.657	-0.095	-0.071	0.138
Si	16.354	10.897	20.759	-0.078	-0.068	0.272
Si	2.67	-2.689	20.687	0.083	0.041	0.275
Si	5.396	-0.091	20.588	0.034	-0.106	0.193
Si	8.069	2.752	20.585	0	0.146	0.181
Si	5.474	5.415	20.612	0.022	-0.073	0.225
Si	8.165	8.171	20.902	-0.115	0.132	0.171
Si	5.517	10.882	20.672	-0.069	0.06	0.161
Si	8.192	-2.809	20.665	-0.148	0.035	0.272
Si	10.859	-0.061	20.692	0.213	0.105	0.367
Si	13.38	2.66	20.439	0.037	0.085	0.217
Si	10.901	5.414	20.803	-0.012	-0.115	0.07
Si	13.727	8.124	20.742	0.049	0.055	0.105
Si	10.96	10.764	20.753	0.073	0.061	0.14
Si	13.567	-2.652	20.639	0.084	0.069	0.347
Si	17.812	-1.102	22.063	0.003	0.032	0.154
Si	3.89	0.949	22.058	0.087	0.227	0.176
Si	17.948	4.324	21.988	0.049	-0.132	0.399
Si	3.874	6.506	21.922	0.186	0.05	0.389
Si	17.552	9.274	22.059	0.056	0.052	0.203
Si	4.32	12.463	21.925	0.025	0.066	0.157
Si	6.511	-1.685	21.916	0.015	0.039	0.128
Si	9.548	1.521	21.853	-0.05	0.096	0.237
Si	7.062	4.365	22.028	-0.2	-0.113	0.286
Si	9.351	6.541	22.185	0.043	-0.004	0.237
Si	7.06	9.926	22.211	-0.096	-0.175	0.301
Si	9.411	11.983	22.014	0.074	0.044	0.175
Si	12.543	-1.068	22.13	-0.192	-0.144	-0.004
Si	14.591	1.225	21.744	-0.038	-0.148	0.197
Si	11.888	3.607	22.013	0.062	-0.051	0.301
Si	15.367	6.988	22.058	-0.078	-0.19	0.426
Si	12.704	9.763	22.089	-0.044	-0.183	0.268
Si	14.734	12.166	22.004	-0.053	-0.024	0.128
Si	9.44	-3.082	29.823	-0.109	0.359	-0.332
Si	9.856	8.62	29.361	0.167	-0.113	-0.412
Si	5.288	4.604	31.221	0.142	-0.262	-0.606
Si	16.522	-2.959	24.124	-0.045	0.227	0.572
Si	18.748	11.215	24.038	0.183	-0.051	0.496
Si	8.485	0.332	26.98	0.215	0.251	0.473
Si	10.745	-0.574	31.099	0.075	-0.155	-0.494
Si	3.48	0.604	27.603	-0.043	-0.07	0.171
Si	17.599	-2.045	32.11	-0.084	-0.138	-0.334
Si	15.524	1.465	25.005	0.353	-0.453	-0.05
Si	8.148	1.078	31.107	-0.089	0.068	-0.565
Si	7.138	-1.179	29.335	-0.092	-0.097	-0.183
Si	4.716	6.97	24.8	-0.113	-0.172	0.497
Si	12.008	3.156	32.341	-0.203	-0.153	-0.656
Si	14.366	-0.367	27.029	-0.054	0.029	0.177
Si	3.95	11.544	26.616	0.186	0.185	0.536
Si	17.996	2.528	28.971	-0.137	-0.004	-0.011
Si	13.409	6.43	29.874	-0.285	0.141	-0.496
Si	14.322	5.366	32.357	0.191	0.174	-0.479
Si	19.863	0.034	32.315	0.242	0.133	-0.313
Si	14.973	2.207	28.81	0.129	0.056	0.004
Si	17.758	5.616	28.713	0.011	-0.135	-0.09
Si	8.198	3.323	27.118	0.011	-0.135	0.233
Si	4.218	1.841	30.124	-0.18	0.189	-0.429
Si	14.826	5.111	27.648	0.045	-0.104	0.206
Si	13.216	11.007	27.197	0.037	0.147	0.237
Si	12.686	2.981	25	-0.12	-0.107	0.483
Si	10.501	-3.909	26.931	0.031	-0.34	0.479
Si	8.989	9.716	26.6	0.087	0.111	0.28
Si	8.06	4.172	30.089	0.08	0.055	-0.412
Si	18.211	6.302	25.935	-0.038	-0.069	0.339
Si	7.57	8.721	31.538	0.081	-0.128	-0.601
Si	6.046	4.102	24.987	0.244	0.072	0.497
Si	10.657	-2.432	24.172	0.089	-0.123	0.356
Si	15.548	-3.22	27.094	-0.369	0.024	0.499
Si	8.297	-0.282	24.001	-0.17	0.205	0.337
Si	11.603	0.862	26.907	0.071	0.087	0.324
Si	6.111	9.626	25.292	0.127	0.087	0.533
Si	16.762	-4.014	29.924	0.224	-0.159	-0.444
Si	4.118	1.805	24.911	-0.089	-0.107	0.613
Si	12.877	9.491	29.891	-0.14	-0.19	-0.481
Si	19.362	6.688	31.103	-0.05	0.024	-0.552
Si	10.596	5.717	29.497	-0.176	0.023	-0.232
Si	10.409	7.206	25.175	0	-0.125	0.675
Si	14.577	11.066	31.897	-0.035	-0.018	-0.488
Si	3.312	11.464	29.535	-0.067	0.022	-0.128
Si	12.972	8.682	25.058	0.041	0.082	0.509
Si	9.065	11.255	32.137	0.106	0.062	-0.424
Si	15.299	6.721	25.056	0.016	-0.113	0.569
Si	12.319	1.629	29.882	0.212	-0.182	-0.452
Si	4.261	-2.278	28.32	0.001	0.137	-0.05
Si	4.743	9.247	31.2	-0.206	0.176	-0.725
Si	10.814	4.565	26.691	-0.032	-0.052	0.216
Si	17.705	3.367	24.829	-0.053	0.035	0.785
Si	1.368	14.898	5.546	-0.069	0.021	-0.04
Si	4.099	1.323	5.553	-0.001	0.011	-0.032
Si	1.371	4.044	5.548	-0.001	0.012	-0.019
Si	4.075	6.794	5.568	0.041	0.03	-0.033
Si	1.364	9.513	5.56	0.011	-0.043	-0.03
Si	4.053	12.232	5.529	-0.006	-0.056	-0.065
Si	6.787	14.947	5.538	0.005	-0.006	-0.057
Si	9.519	1.324	5.593	-0.007	-0.006	-0.011
Si	6.807	4.049	5.581	0.014	0.004	-0.035
Si	9.494	6.795	5.569	0.028	-0.029	-0.041
Si	6.8	9.488	5.537	-0.019	0.042	-0.06
Si	9.515	12.214	5.547	-0.002	0.009	-0.05
Si	12.236	14.929	5.569	0.016	-0.007	-0.03
Si	14.955	1.324	5.56	0.024	0.006	-0.044
Si	12.253	4.036	5.586	-0.037	0.011	-0.008
Si	14.966	6.793	5.566	0.004	0.008	-0.031
Si	12.235	9.507	5.554	0	-0.008	-0.022
Si	14.961	12.226	5.56	0.009	0.024	-0.048
Si	2.723	-0.04	6.913	0.006	0.005	0.007
Si	5.441	2.688	6.941	-0.009	0.001	0.003
Si	2.721	5.414	6.928	-0.01	-0.009	-0.007
Si	5.442	8.147	6.933	-0.029	-0.004	0.011
Si	2.723	10.868	6.928	0	0	0.019
Si	5.427	13.579	6.908	0.014	0.011	0.002
Si	8.147	-0.038	6.941	0.016	0.012	0.006
Si	10.88	2.689	6.955	-0.011	0.021	0.006
Si	8.159	5.417	6.948	0.006	-0.005	0.006
Si	10.877	8.144	6.93	0.005	0	-0.003
Si	8.154	10.853	6.917	0.022	-0.017	0.006
Si	10.872	13.569	6.933	-0.009	0.013	0.003
Si	13.6	-0.033	6.94	0.009	-0.011	0.007
Si	16.325	2.688	6.926	0.006	-0.011	-0.012
Si	13.611	5.418	6.937	0.007	-0.013	-0.003
Si	16.326	8.151	6.935	-0.026	0.013	0.009
Si	13.601	10.861	6.929	-0.009	-0.008	0.001
Si	16.323	13.57	6.939	0.012	-0.002	0.025
Si	1.364	1.323	8.295	-0.013	0.014	-0.005
Si	4.077	4.052	8.305	-0.008	-0.014	0.007
Si	1.365	6.78	8.302	0.015	0.011	0.002
Si	4.083	9.508	8.304	0.027	0.015	0.004
Si	1.36	12.211	8.311	-0.032	-0.024	0.005
Si	4.079	14.932	8.301	-0.002	0	-0.01
Si	6.8	1.331	8.316	0.022	0.019	-0.003
Si	9.523	4.059	8.319	0.023	0.011	0.009
Si	6.793	6.779	8.309	-0.008	-0.015	0.003
Si	9.517	9.503	8.301	0.013	0.005	-0.002
Si	6.79	12.217	8.287	-0.008	-0.014	-0.007
Si	9.512	14.924	8.309	-0.028	-0.024	0.006
Si	12.24	1.325	8.318	-0.011	-0.003	0.003
Si	14.97	4.054	8.305	0.006	0.017	0.005
Si	12.239	6.777	8.301	-0.013	-0.021	0
Si	14.959	9.501	8.307	-0.015	-0.03	0.007
Si	12.241	12.217	8.306	0.021	0.025	-0.003
Si	14.965	14.933	8.312	0.019	0.027	0
Si	16.323	-0.025	9.682	-0.005	-0.004	0.001
Si	2.715	2.69	9.675	0.003	0.001	-0.002
Si	16.326	5.419	9.678	-0.005	-0.011	0.009
Si	2.725	8.141	9.676	-0.003	-0.01	-0.006
Si	16.321	10.853	9.684	0.012	0.012	0.005
Si	2.721	13.572	9.68	0	0.004	-0.002
Si	5.436	-0.03	9.681	0.002	0.001	0.003
Si	8.161	2.694	9.686	-0.013	-0.002	0.002
Si	5.436	5.415	9.679	0.004	0.006	0.003
Si	8.161	8.139	9.675	0.007	-0.003	0.002
Si	5.444	10.86	9.678	-0.014	-0.002	0.001
Si	8.15	13.565	9.677	0.024	0.017	-0.002
Si	10.874	-0.035	9.685	0.005	0.01	-0.002
Si	13.603	2.696	9.679	0	-0.004	0.001
Si	10.886	5.419	9.683	-0.004	-0.006	0.01
Si	13.602	8.134	9.675	0.003	0.012	0.001
Si	10.881	10.856	9.677	-0.006	-0.005	0.007
Si	13.601	13.575	9.683	-0.004	-0.007	-0.004
Si	1.362	-1.387	11.054	0	0.002	-0.004
Si	4.074	1.333	11.051	-0.003	0.012	-0.01
Si	1.362	4.057	11.053	-0.001	-0.003	-0.001
Si	4.082	6.779	11.053	0.002	-0.006	0.005
Si	1.363	9.494	11.057	-0.013	-0.001	0.006
Si	4.081	12.212	11.054	0.011	0.004	0
Si	6.796	-1.391	11.054	-0.011	0.003	-0.001
Si	9.519	1.331	11.059	0.008	-0.002	0.003
Si	6.799	4.058	11.053	0.004	-0.005	0.003
Si	9.523	6.78	11.049	0.005	-0.003	0
Si	6.806	9.5	11.052	0.003	-0.006	0
Si	9.517	12.21	11.051	-0.005	0	0
Si	12.237	-1.391	11.06	-0.001	0.006	0.002
Si	14.959	1.335	11.055	0.007	0.013	0
Si	12.245	4.057	11.056	-0.003	0	0.004
Si	14.964	6.778	11.053	-0.003	-0.009	-0.002
Si	12.243	9.494	11.049	0.004	-0.01	-0.002
Si	14.961	12.213	11.055	0.001	-0.001	0.001
Si	2.721	-0.03	12.429	-0.006	0.011	0.001
Si	5.432	2.699	12.42	0.001	-0.028	-0.01
Si	2.72	5.422	12.428	0.012	-0.005	0.004
Si	5.45	8.135	12.424	-0.009	0.011	-0.005
Si	2.725	10.851	12.433	-0.001	0.006	-0.002
Si	5.442	13.566	12.429	-0.006	0.007	-0.006
Si	8.156	-0.03	12.43	0.009	0.003	0
Si	10.881	2.696	12.429	0.001	0	-0.002
Si	8.166	5.419	12.422	-0.012	0.005	0.005
Si	10.883	8.137	12.424	-0.002	-0.003	0.003
Si	8.166	10.852	12.433	0.015	-0.001	0.003
Si	10.879	13.562	12.431	-0.01	0.013	-0.004
Si	13.594	-0.023	12.431	0	-0.008	-0.005
Si	16.316	2.699	12.426	-0.01	-0.003	-0.005
Si	13.603	5.421	12.43	0.014	-0.002	0.001
Si	16.323	8.135	12.433	0.006	-0.006	-0.001
Si	13.607	10.845	12.425	-0.01	0.014	0
Si	16.319	13.575	12.427	0.008	-0.001	-0.004
Si	17.674	1.333	13.792	0.013	-0.001	-0.011
Si	4.083	4.065	13.799	-0.015	0.007	-0.005
Si	17.686	6.782	13.811	-0.02	0.001	-0.001
Si	4.093	9.489	13.803	0.02	-0.023	-0.001
Si	17.679	12.214	13.799	-0.012	0.012	0.004
Si	4.081	-1.396	13.799	0.019	-0.015	-0.004
Si	6.789	1.339	13.792	-0.034	0.04	-0.014
Si	9.524	4.063	13.8	0.017	-0.025	0.006
Si	6.815	6.782	13.8	0.024	-0.031	0.002
Si	9.532	9.493	13.805	-0.021	0.01	0.002
Si	6.803	12.209	13.805	-0.018	0.023	-0.003
Si	9.515	-1.399	13.801	0.011	0.001	0.003
Si	12.234	1.337	13.81	-0.002	-0.003	-0.003
Si	14.962	4.062	13.805	-0.006	-0.013	-0.01
Si	12.243	6.785	13.803	-0.014	0.005	-0.003
Si	14.964	9.493	13.81	0.006	0.001	0.004
Si	12.241	12.193	13.799	0.032	-0.018	-0.001
Si	14.954	-1.388	13.798	-0.004	0.026	-0.005
Si	16.311	-0.022	15.167	-0.017	-0.012	-0.002
Si	2.711	2.701	15.155	-0.009	-0.023	-0.016
Si	16.318	5.426	15.181	0.027	-0.012	-0.007
Si	2.739	8.135	15.186	-0.002	0.019	0.001
Si	16.331	10.853	15.181	0.001	0.011	-0.011
Si	2.719	13.569	15.176	0.005	0.018	-0.002
Si	5.445	-0.036	15.164	0.003	0.008	-0.007
Si	8.139	2.712	15.159	0.004	-0.056	-0.017
Si	5.453	5.425	15.17	-0.006	0.014	0.006
Si	8.178	8.136	15.181	-0.001	0.011	-0.024
Si	5.453	10.843	15.181	0	0.018	-0.01
Si	8.166	13.557	15.185	-0.012	-0.008	0.014
Si	10.865	-0.032	15.172	0.01	0.018	0.01
Si	13.595	2.708	15.178	0.029	0.015	0.006
Si	10.885	5.426	15.176	-0.01	-0.007	-0.016
Si	13.595	8.144	15.189	0.021	-0.022	-0.006
Si	10.899	10.831	15.191	-0.006	0.021	-0.006
Si	13.601	13.554	15.162	-0.033	0.004	-0.017
O	2.683	-0.066	22.584	-0.217	-0.044	-0.552
O	18.286	-3.233	32.99	0.04	-0.244	0.361
O	7.38	3.975	25.894	-0.149	0.133	-0.283
O	7.782	10.253	32.057	-0.28	-0.026	0.347
O	12.016	-2.59	33.709	0.081	0.062	0.08
O	17.525	12.186	23.651	0.025	-0.09	-0.278
O	7.882	4.198	28.457	-0.02	0.224	0.095
O	8.253	10.991	22.673	0.22	-0.227	-0.607
O	19.279	1.306	33.129	-0.023	0.158	0.169
O	2.759	5.427	22.586	-0.098	0.192	-0.676
O	13.605	0.134	22.608	0.109	-0.042	-0.559
O	10.596	2.661	22.42	0.239	0.05	-0.595
O	19.981	-5.014	33.757	-0.009	0.006	0.518
O	11.554	2.731	30.814	-0.106	0.311	0.488
O	14.627	0.314	33.696	0.039	-0.176	0.478
O	7.01	-0.952	23.297	-0.111	0.067	-0.114
O	3.643	-3.245	29.49	0.175	0.057	0.281
O	18.086	4.695	25.686	0.061	-0.28	-0.242
O	11.849	1.714	28.305	0.208	-0.075	0.042
O	9.736	11.127	26.269	0.148	-0.049	-0.43
O	14.198	2.406	25.063	-0.011	0.281	-0.245
O	18.391	1.442	27.791	-0.082	0.017	-0.114
O	10.146	7.122	28.792	-0.091	0.121	0.15
O	11.965	11.993	27.5	-0.131	0.231	0.199
O	16.641	2.463	25.69	0.209	0.195	-0.151
O	8.014	1.028	32.732	-0.057	0.247	1.1
O	5.407	-2.758	22.544	-0.035	-0.112	-0.5
O	16.472	-3.683	28.351	0.022	0.141	0.122
O	13.517	10.194	28.567	-0.039	-0.233	-0.054
O	7.046	0.121	30.331	0.169	0.195	0.543
O	9.171	5.778	33.671	-0.086	-0.183	0.556
O	11.879	8.453	33.627	-0.013	0.169	0.504
O	17.128	-1.567	23.514	-0.219	-0.154	-0.379
O	11.051	4.766	28.278	0.054	-0.083	0.124
O	10.572	-2.038	30.384	0.055	0.116	0.079
O	14.509	11.889	26.777	-0.072	-0.176	-0.496
O	3.781	11.713	23.293	-0.061	-0.018	-0.183
O	17.14	3.775	23.352	-0.042	0.286	-0.632
O	6.193	8.7	30.638	0.072	-0.131	0.128
O	4.754	7.167	23.182	-0.05	-0.316	-0.669
O	14.009	-4.078	32.875	-0.22	0.101	0.414
O	10.237	12.562	23.326	-0.228	-0.069	-0.06
O	7.516	7.656	32.773	-0.178	-0.13	0.381
O	8.756	1.075	23.237	0.009	0.169	-0.107
O	11.978	7.479	25.521	0.149	-0.122	-0.16
O	14.486	8.123	25.287	0.207	-0.036	0.013
O	13.892	2.083	30.013	-0.104	0.033	0.22
O	14.65	3.493	27.849	-0.192	-0.048	0.024
O	10.296	10.444	32.854	0.278	0.062	0.101
O	9.751	3.33	26.618	0.016	-0.104	-0.281
O	7.442	9.821	26.189	-0.073	0.197	-0.307
O	8.102	2.631	30.607	0.279	-0.216	0.291
O	12.462	9.013	23.548	-0.26	0.203	-0.483
O	7.863	0.068	25.518	-0.129	-0.051	-0.609
O	17.352	2.97	33.711	0.15	-0.023	0.605
O	3.152	6.971	25.21	-0.018	0.24	-0.146
O	13.788	6.729	33.066	0.008	0.142	0.282
O	15.728	4.853	32.972	-0.033	-0.079	0.248
O	10.113	0.234	26.949	-0.137	-0.356	-0.278
O	18.301	4.077	28.57	0.002	-0.038	-0.176
O	12.042	-1.8	23.55	0.03	-0.064	-0.246
O	9.108	9.481	28.208	0.148	-0.121	0.131
O	8.557	-3.804	33.016	-0.014	0.066	0.133
O	12.738	-0.324	26.888	-0.102	0.046	-0.08
O	4.301	10.691	30.567	0.119	0.023	0.39
O	18.079	6.302	30.154	0.125	0.013	0.388
O	10.641	-0.677	32.721	0.072	0.135	0.747
O	4.698	1.288	23.483	0.131	0.02	-0.414
O	4.471	0.589	31.102	-0.142	-0.22	0.584
O	14.543	5.704	30.775	0.037	-0.243	0.598
O	5.088	3.138	30.522	0.042	0.141	0.202
O	4.351	-3.203	26.956	-0.18	-0.115	-0.345
O	9.532	-1.306	23.947	-0.172	0.106	-0.264
O	17.08	-2.616	30.677	-0.073	0.304	0.509
O	18.062	11.3	29.968	-0.001	0.073	0.189
O	12.536	1.813	33.096	0.206	0.12	0.136
O	7.897	1.766	27.488	-0.147	-0.089	-0.044
O	10.675	3.791	32.997	0.078	0.194	0.285
O	6.436	-2.473	33.753	0.085	0.039	0.838
O	7.959	-0.806	27.987	0.133	0.013	-0.236
O	3.579	10.836	28.046	0.2	-0.062	-0.152
O	6.32	3.822	23.409	-0.046	-0.307	-0.385
O	18.997	2.444	24.573	0.037	-0.067	-0.487
O	16.161	5.612	28.431	-0.076	-0.024	0.016
O	13.602	5.941	28.332	-0.136	0.122	-0.085
O	5.177	10.828	25.855	0.127	0.02	-0.472
O	10.074	5.82	25.962	-0.086	0.031	-0.121
O	14.992	6.241	23.521	-0.069	0.173	-0.794
O	3.556	8.208	30.786	-0.189	0.234	0.041
O	4.523	-0.856	33.221	-0.137	0.106	0.086
O	9.672	-3.356	28.226	-0.172	-0.144	-0.099
O	5.452	8.17	25.61	-0.065	-0.165	-0.141
O	14.757	-1.856	27.532	-0.068	0.138	-0.036
O	12.822	10.012	25.982	-0.323	-0.004	-0.261
O	5.001	9.35	32.802	0.058	0.018	0.739
O	4.237	5.681	30.612	-0.161	0.138	0.094
O	10.058	7.072	23.593	0.059	0.155	-0.581
O	16.456	2.358	29.445	0.045	0.127	0
O	6.491	2.864	33.787	0.099	-0.074	0.194
O	8.226	5.395	22.639	-0.011	0.091	-0.289
O	18.324	9.738	23.474	-0.237	-0.008	-0.186
O	18.448	6.519	27.541	0.003	-0.12	-0.174
O	15.108	-3.332	23.409	-0.119	-0.132	-0.228
O	13.686	11.009	22.565	0.092	-0.144	-0.331
O	15.171	0.004	25.662	-0.147	-0.189	-0.224
O	13.576	8.032	29.967	0.112	-0.1	0.138
O	12.111	0.107	30.476	-0.134	-0.091	0.163
O	16.342	-1.447	32.944	0.045	-0.085	0.014
O	18.982	6.598	32.691	-0.266	-0.103	0.596
O	16.42	8.173	22.567	-0.049	0.008	-0.183
O	7.95	-2.422	30.023	0.186	-0.154	0.122
O	4.98	4.642	32.813	-0.214	0.093	0.732
O	9.59	8.468	25.775	0.086	-0.146	-0.402
O	18.968	11.34	25.654	-0.332	0.121	-0.569
O	11.756	1.723	25.521	-0.136	-0.119	-0.306
O	14.856	5.502	26.068	-0.108	0.23	-0.234
O	16.864	7.04	25.395	0.01	0.312	-0.267
O	8.871	8.395	30.617	-0.034	0.208	0.392
O	12.251	4.189	26.029	0.21	-0.078	-0.237
O	5.68	-1.712	28.863	0.085	0.133	0.21
O	11.253	9.359	29.772	-0.001	0.281	0.016
O	17.285	8.415	33.636	0.009	-0.094	0.237
O	13.215	4.21	32.505	-0.025	0.003	0.01
O	14.885	0.782	28.051	0.148	0.154	-0.088
O	18.944	2.199	30.247	0.249	-0.257	0.354
O	11.914	6.006	30.413	0.192	-0.156	0.432
O	13.286	10.337	31.21	-0.01	0.365	0.383
O	15.466	10.05	32.806	0.207	-0.193	0.393
O	5.05	2.959	25.563	-0.188	0.003	-0.08
O	3.311	-0.973	28.018	0.08	-0.069	0.218
O	12.55	3.662	23.532	-0.041	0.409	-0.588
O	16.415	-2.91	25.755	0.357	-0.121	-0.773
O	4.564	1.363	28.587	0.16	0.021	0.005
O	10.724	-2.797	25.765	0.13	0.418	-0.676
O	6.345	9.655	23.685	0.011	-0.207	-0.646
O	9.426	5.025	30.389	0.066	0.068	0.22
O	6.83	4.976	30.805	-0.009	0.273	0.155
O	9.567	0.444	30.621	-0.018	-0.116	-0.109
O	15.49	11.615	30.655	-0.211	-0.03	0.356
O	18.652	-0.872	31.745	-0.05	0.15	-0.175
O	3.972	0.637	26.052	0.045	0.072	-0.283
O	5.421	5.576	25.246	-0.199	-0.024	-0.345
O	9.519	-4.48	30.666	-0.105	-0.454	0.518
H	15.082	2.242	22.688	0.068	0.067	-0.149
H	16.149	0.992	23.767	-0.101	0.151	0.1

Results
total energy: -101251.684 eV
total energy less fixed offsets of H -15.91, O -438.35, Si -107.03 eV per atom: -5.014 eV
